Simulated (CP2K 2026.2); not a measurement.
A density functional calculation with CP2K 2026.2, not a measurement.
Periodic cell of 506 atoms, Si360O144H2, from a study of silicon, its oxide and their interface. The atomic structure is a simulated model.
Doubt: the forces sum to 1.67 eV/angstrom along one axis rather than to zero, so they err by at least 0.0033 eV/angstrom per atom on average; the grid cutoff is modest.

Settings
functional: PBE
method: Gaussian and plane waves
basis set: DZVP-MOLOPT-SR-GTH
pseudopotentials: GTH-PBE
grid cutoff: 350 Ry, relative cutoff 50 Ry
k points: Gamma only
occupations: fixed
spin: none
net charge: 0

Cell vectors (angstrom)
a 16.32 0 0
b 0 16.3201 0
c -1.9526 6.7603 34.0868

Atoms and the computed forces on them: element, x, y, z (angstrom), force x, y, z (eV/angstrom)
Si 1.657 14.687 0.024 -0.187 0.005 -0.149
Si 4.195 1.179 0.132 -0.083 0.124 -0.062
Si 1.266 4.415 0.056 -0.085 -0.031 -0.148
Si 4.404 6.59 0.224 -0.071 0.028 -0.114
Si 1.068 9.789 0.001 0.093 -0.029 -0.031
Si 1.975 19.246 34.062 -0.151 -0.056 0.11
Si 4.534 22.046 33.967 0.228 -0.03 -0.279
Si 9.667 1.203 0.057 -0.055 -0.068 -0.324
Si 6.492 4.31 0.056 -0.115 0.024 -0.247
Si 9.245 7.157 0.087 0.07 0.031 -0.368
Si 7.038 9.231 0.351 0.01 0.104 -0.159
Si 7.966 18.767 34.054 -0.072 0.058 -0.334
Si 11.995 15.47 0.291 -0.033 -0.143 -0.428
Si 14.624 1.655 0.338 0.067 -0.029 -0.477
Si 12.43 3.852 0.151 0.015 0.078 -0.437
Si 15.237 6.516 0.023 0.006 -0.024 -0.099
Si 12.082 9.747 0.111 0.04 -0.04 -0.197
Si 13.168 18.779 33.974 -0.086 0.222 -0.13
Si 2.678 16.306 1.437 0.039 -0.11 -0.154
Si 5.374 2.771 1.453 0.031 -0.152 -0.245
Si 2.735 5.511 1.518 0.139 0.043 -0.252
Si 5.533 8.064 1.672 -0.033 -0.021 -0.259
Si 2.723 10.899 1.327 -0.041 0.085 -0.225
Si 5.49 13.637 1.311 -0.104 0.064 -0.173
Si 8.102 16.335 1.351 -0.099 -0.027 -0.27
Si 10.818 2.75 1.451 0.066 -0.115 -0.192
Si 8.128 5.476 1.352 -0.065 0.025 -0.169
Si 10.866 8.22 1.437 0.002 0.006 -0.183
Si 8.264 10.953 1.375 0.062 -0.132 -0.178
Si 10.934 13.632 1.381 -0.046 0.232 -0.182
Si 13.484 16.515 1.736 -0.029 -0.044 -0.017
Si 0.082 2.773 1.375 -0.108 0.188 -0.14
Si 13.606 5.465 1.402 0.109 0.034 -0.147
Si -0.024 8.186 1.379 -0.04 0.037 -0.255
Si 13.604 10.96 1.414 0.033 -0.002 -0.261
Si -0.05 13.614 1.291 0.091 -0.075 -0.14
Si 1.341 1.376 2.787 0.035 -0.03 -0.008
Si 4.027 4.081 2.861 -0.026 -0.043 0.112
Si 1.375 6.906 2.819 -0.042 0.088 0.064
Si 4.079 9.545 2.773 -0.107 0.11 -0.031
Si 1.333 12.264 2.75 -0.024 -0.04 -0.081
Si 4.101 14.966 2.767 0.135 0.033 0.087
Si 6.801 1.411 2.774 0.013 0.023 0.062
Si 9.478 4.146 2.759 0.015 0.001 0.087
Si 6.879 6.722 2.945 -0.045 -0.077 0.193
Si 9.561 9.597 2.831 0.044 0.09 0.121
Si 6.845 12.289 2.715 -0.09 -0.002 -0.036
Si 9.46 14.943 2.744 0.001 0.019 -0.019
Si 12.105 1.498 2.998 -0.025 0.112 0.265
Si 14.99 4.127 2.802 -0.011 -0.088 -0.011
Si 12.237 6.836 2.767 0.034 -0.042 -0.003
Si 14.917 9.529 2.767 0.04 -0.055 0.081
Si 12.298 12.348 2.801 0.056 -0.028 0.125
Si 14.951 15.003 2.773 0.117 -0.132 -0.06
Si -0.011 16.347 4.156 -0.029 0.022 0.068
Si 2.681 2.709 4.206 0.081 0.052 0.024
Si 0.014 5.509 4.184 -0.063 -0.039 -0.095
Si 2.726 8.24 4.2 -0.017 -0.029 0.018
Si -0.019 10.89 4.152 0.056 0.073 -0.146
Si 2.717 13.618 4.152 -0.029 -0.008 -0.144
Si 5.444 16.356 4.163 -0.073 -0.057 -0.133
Si 8.15 2.77 4.17 -0.037 -0.047 -0.075
Si 5.419 5.416 4.246 0.111 -0.008 -0.011
Si 8.202 8.209 4.217 0.013 -0.022 -0.041
Si 5.455 10.936 4.102 -0.004 -0.041 0.035
Si 8.135 13.622 4.17 0.058 0.037 -0.004
Si 10.776 16.319 4.211 0.057 0.053 -0.058
Si 13.603 2.815 4.243 -0.021 0.041 -0.046
Si 10.869 5.482 4.146 0.016 -0.002 -0.013
Si 13.576 8.186 4.17 -0.011 0.093 -0.004
Si 10.931 10.966 4.183 -0.075 -0.096 -0.048
Si 13.631 13.671 4.199 -0.029 -0.056 0.018
Si 1.314 14.958 16.518 0.146 0.014 0.017
Si 4.096 17.735 16.529 -0.038 -0.021 0.054
Si 1.365 4.119 16.522 -0.03 0.035 0.001
Si 4.09 6.843 16.518 -0.008 -0.011 0.011
Si 1.338 9.585 16.51 -0.028 0.023 0.003
Si 4.072 12.3 16.522 -0.014 0.043 -0.005
Si 6.808 14.996 16.534 -0.009 0.005 0.027
Si 9.535 17.725 16.575 0.029 0.002 0.056
Si 6.807 4.119 16.546 0.032 -0.067 0.055
Si 9.521 6.858 16.587 -0.05 -0.05 0.077
Si 6.803 9.543 16.559 0.027 -0.031 0.029
Si 9.511 12.262 16.576 -0.016 0.007 0.03
Si 12.229 14.996 16.578 -0.013 -0.016 0.053
Si 14.936 17.719 16.537 0.018 0.014 0.036
Si 12.244 4.137 16.574 0.014 -0.009 0.063
Si 14.946 6.86 16.536 -0.027 0.04 0.031
Si 12.21 9.536 16.571 0.03 0.032 0.063
Si 14.942 12.288 16.57 -0.012 -0.023 0.067
Si 2.705 16.33 17.815 -0.111 -0.074 0.029
Si 5.472 19.072 17.939 -0.006 0.113 0.019
Si 2.759 5.461 17.877 -0.033 -0.009 0.057
Si 5.405 8.212 17.921 0.06 -0.067 0.063
Si 2.642 11 17.865 0.047 -0.087 -0.004
Si 5.471 13.616 17.901 -0.058 0.037 0.089
Si 8.143 16.364 17.925 0.033 -0.068 -0.028
Si 10.926 19.067 17.963 -0.081 0.006 0.083
Si 8.136 5.494 17.936 0.021 0.052 0.092
Si 10.864 8.205 18.013 0.023 0.026 -0.044
Si 8.19 10.853 17.958 -0.064 0.096 0.005
Si 10.846 13.645 17.954 0.054 -0.037 0.055
Si 13.614 16.348 17.947 -0.031 0.088 -0.025
Si -0.032 19.108 17.878 0.083 -0.073 0.065
Si 13.579 5.547 17.945 0.058 -0.042 -0.016
Si 0.008 8.214 17.889 -0.039 0.031 0.07
Si 13.589 10.89 17.92 -0.041 -0.013 0.073
Si -0.043 13.656 17.979 0.005 0.003 -0.008
Si 1.287 17.628 19.162 0.037 -0.155 -0.213
Si 4.068 4.08 19.295 0.051 -0.088 -0.169
Si 1.433 6.877 19.21 0.08 -0.061 -0.162
Si 4.012 9.658 19.185 -0.01 0.086 -0.169
Si 1.326 12.304 19.345 0.023 -0.018 0.041
Si 4.087 15.018 19.211 -0.019 0.082 -0.105
Si 6.816 17.7 19.339 -0.02 0.03 0
Si 9.541 4.142 19.291 -0.002 0.022 -0.158
Si 6.714 6.814 19.341 -0.008 -0.037 0.052
Si 9.483 9.505 19.439 -0.066 -0.042 0.015
Si 6.822 12.222 19.287 0.016 -0.042 -0.152
Si 9.487 15.036 19.329 -0.021 0.032 -0.041
Si 12.327 17.717 19.365 0.048 0.049 -0.024
Si 14.998 4.222 19.266 0.08 0.052 -0.037
Si 12.251 6.885 19.401 -0.009 -0.036 -0.027
Si 14.984 9.554 19.312 0.06 0.043 0.006
Si 12.183 12.208 19.29 -0.045 -0.063 -0.163
Si 14.906 14.995 19.387 0.026 -0.013 0.049
Si -0.029 16.401 20.715 0.172 0.11 0.194
Si 2.704 18.892 20.447 -0.234 0.273 0.298
Si 0.172 5.514 20.606 -0.012 0.023 0.22
Si 2.716 8.314 20.549 -0.198 -0.04 0.24
Si -0.017 10.932 20.75 -0.069 -0.074 0.332
Si 2.732 13.715 20.611 0.049 0.015 0.324
Si 5.406 16.337 20.668 -0.006 -0.041 0.311
Si 8.194 19.101 20.668 0.177 -0.048 0.073
Si 5.324 5.436 20.763 0.071 0.094 0.19
Si 8.038 8.159 20.802 -0.086 -0.053 0.251
Si 5.34 10.939 20.603 0.048 0.072 0.256
Si 8.159 13.578 20.663 0.061 0 0.211
Si 10.892 16.377 20.715 0.037 -0.019 0.156
Si 13.712 19.202 20.684 -0.022 -0.013 0.232
Si 10.866 5.504 20.728 -0.162 -0.026 0.103
Si 13.684 8.203 20.772 0.073 0.05 0.246
Si 10.885 10.866 20.781 0.096 0.044 0.167
Si 13.504 13.55 20.663 0.003 -0.026 0.186
Si 1.598 15.263 21.993 0.097 0.076 0.068
Si 3.789 17.473 22.01 0.002 -0.105 -0.034
Si 1.436 20.27 21.862 0.327 -0.387 -0.046
Si 4.138 7.147 21.965 0.211 0.031 0.199
Si 1.208 9.357 22.073 0.012 0.075 0.146
Si 4.299 12.585 21.97 -0.027 -0.019 0.155
Si 6.56 14.719 21.942 -0.048 0.037 0.146
Si 9.928 18.146 21.987 -0.121 -0.154 0.375
Si 6.921 20.522 22.03 -0.066 0.058 0.265
Si 9.137 6.446 22.064 0.031 0.131 0.36
Si 6.326 9.346 22.023 -0.025 -0.105 0.21
Si 9.673 12.421 22.097 -0.058 0.057 0.25
Si 11.887 14.621 21.987 -0.015 0.214 0.243
Si -0.916 18.2 22.015 -0.165 -0.086 0.085
Si 12.162 20.377 22.062 0.04 -0.079 0.294
Si -0.925 7.061 22.02 0.08 -0.049 0.194
Si 12.536 9.784 22.132 -0.006 -0.135 0.297
Si 14.665 12.064 22.085 0.079 0.011 0.09
Si 13.977 20.127 26.759 -0.13 -0.128 0.404
Si 7.239 18.221 28.922 -0.09 -0.037 -0.193
Si 6.631 11.09 26.871 -0.318 -0.006 0.391
Si 12.12 8.397 24.969 0.122 0.198 0.57
Si 1.42 13.845 29.353 0.137 -0.148 -0.366
Si 5.967 14.076 26.877 -0.041 -0.028 0.351
Si 5.566 18.711 24.311 -0.11 0.105 0.303
Si 7.217 15.994 24.718 0.004 -0.15 0.56
Si 4.685 20.96 26.064 0.106 0.31 0.481
Si 1.015 15.172 32.038 -0.044 -0.279 -0.311
Si 13.737 5.703 24.355 -0.086 -0.119 0.347
Si 2.492 11.249 24.254 0.232 -0.109 0.266
Si 3.25 17.278 32.137 0.277 -0.013 -0.302
Si 11.143 14.912 29.015 0.052 0.075 -0.433
Si 2.371 5.893 24.347 0.107 0.047 0.494
Si 12.216 9.617 29.605 -0.034 -0.108 -0.304
Si 11.997 15.083 31.917 0.028 0.129 -0.528
Si 0.88 9.624 31.877 0.074 -0.003 -0.45
Si -0.564 14.462 27.178 -0.105 0.07 0.347
Si 4.88 6.385 31.032 0.045 -0.073 -0.643
Si 8.455 19.72 31.277 -0.192 0.077 -0.737
Si 5.721 9.109 31.89 0.218 -0.041 -0.339
Si 13.452 10.596 26.887 0.092 0.113 0.239
Si 3.825 9.988 26.833 0.222 -0.146 0.367
Si 9.019 19.613 26.841 -0.042 0.08 0.197
Si 11.403 20.767 28.502 -0.205 0.097 -0.274
Si 12.012 6.491 32.22 -0.115 0.224 -0.395
Si -1.653 21.797 31.297 0.176 -0.05 -0.552
Si 2.088 10.897 29.355 -0.072 0.139 -0.555
Si 8.156 13.266 31.191 -0.148 0.029 -0.623
Si 8.047 15.202 28.91 0.074 0.031 -0.218
Si 7.352 10.739 29.94 0.102 0.132 -0.371
Si 12.521 15.671 24.816 -0.132 -0.051 0.563
Si 4.337 17.932 29.46 0 0.062 -0.513
Si 0.932 16.963 26.644 0.132 -0.005 0.364
Si 9.787 17.268 24.929 0.168 0.052 0.503
Si 12.841 16.982 30.032 0.219 0.129 -0.589
Si 12.78 13.556 26.974 0.095 -0.096 0.262
Si -1.397 8.233 30.092 -0.154 0.157 -0.548
Si 9.987 11.078 31.147 0.131 -0.206 -0.549
Si 14.807 17.581 25.011 0.254 0.092 0.512
Si 3.351 15.603 27.692 0.034 -0.022 -0.082
Si 7.524 5.779 26.379 0.043 -0.103 0.268
Si 1.594 19.189 28.739 -0.128 0.023 -0.137
Si -1.22 19.249 29.518 -0.014 -0.173 -0.316
Si 9.339 7.775 24.811 -0.294 -0.273 0.727
Si 10.501 7.237 29.607 -0.133 -0.086 -0.498
Si 7.704 6.046 29.578 0.127 0.177 -0.301
Si 2.963 21.847 28.603 -0.049 0.003 -0.166
Si 8.088 10.584 24.177 -0.065 0.172 0.376
Si 2.034 7.738 26.729 0.071 0.133 0.396
Si -0.187 9.671 27.7 -0.051 0.004 0.078
Si 0.208 13.434 24.226 -0.044 0.186 0.254
Si 11.499 19.264 31.236 0.087 -0.045 -0.531
Si 1.36 14.993 5.533 0.052 -0.011 -0.041
Si 4.075 1.371 5.562 0.009 0.018 -0.04
Si 1.35 4.118 5.561 -0.013 -0.004 -0.03
Si 4.074 6.845 5.562 0 0.001 -0.014
Si 1.349 9.573 5.564 -0.009 -0.005 -0.026
Si 4.09 12.264 5.522 -0.032 0.026 -0.047
Si 6.787 14.994 5.551 0.014 0.029 -0.074
Si 9.473 1.397 5.576 -0.037 -0.023 -0.007
Si 6.795 4.082 5.595 -0.066 -0.025 0.011
Si 9.548 6.838 5.571 0.022 0.05 -0.014
Si 6.79 9.575 5.529 -0.005 -0.027 -0.033
Si 9.521 12.285 5.549 0.016 0.01 -0.052
Si 12.22 15.005 5.554 0.003 0.009 -0.029
Si 14.959 1.393 5.556 -0.078 -0.028 -0.031
Si 12.221 4.16 5.579 0.071 0.021 -0.003
Si 14.95 6.849 5.556 0.027 -0.021 -0.044
Si 12.248 9.566 5.561 0.014 0.016 -0.061
Si 14.968 12.27 5.55 0.002 -0.007 -0.05
Si 2.712 16.34 6.93 0.003 -0.002 0.008
Si 5.425 2.729 6.952 0.044 -0.008 0.009
Si 2.713 5.48 6.933 0.007 -0.01 -0.006
Si 5.442 8.209 6.922 -0.01 0.008 -0.014
Si 2.724 10.927 6.92 0.007 -0.012 0.004
Si 5.429 13.63 6.916 -0.014 0.006 0.015
Si 8.129 16.351 6.946 -0.01 0.043 0.017
Si 10.864 2.763 6.926 0.045 -0.035 -0.013
Si 8.166 5.474 6.931 -0.021 0.01 -0.002
Si 10.893 8.207 6.941 -0.011 -0.024 0.015
Si 8.155 10.922 6.915 0.005 -0.011 0.009
Si 10.873 13.64 6.933 0.001 -0.004 0.009
Si 13.584 16.364 6.926 0.004 0.025 -0.001
Si -0.008 2.756 6.934 0.005 0.024 0.012
Si 13.594 5.503 6.946 -0.062 0.018 0.019
Si -0.008 8.206 6.931 0.002 0 0.006
Si 13.606 10.922 6.933 0.005 -0.015 0.006
Si 0.004 13.637 6.917 0.004 -0.011 0.007
Si 1.357 17.714 8.302 0.003 0.015 -0.001
Si 4.072 4.115 8.306 0.007 0.016 -0.001
Si 1.35 6.84 8.304 -0.004 -0.021 0.001
Si 4.076 9.562 8.297 -0.01 -0.013 0.008
Si 1.362 12.283 8.299 0.017 0.026 0
Si 4.074 14.984 8.305 -0.009 0.004 -0.004
Si 6.783 17.703 8.33 -0.044 -0.033 0.011
Si 9.515 4.116 8.313 -0.009 0.007 -0.008
Si 6.8 6.842 8.294 0.008 0.008 0.002
Si 9.513 9.563 8.297 -0.014 -0.014 -0.009
Si 6.796 12.279 8.295 0.006 -0.003 -0.003
Si 9.509 14.998 8.306 0.028 0.029 -0.001
Si 12.228 17.725 8.301 0.014 0 0.008
Si 14.95 4.122 8.306 -0.013 -0.028 -0.008
Si 12.241 6.854 8.324 0.047 0.029 0.009
Si 14.958 9.563 8.311 0.008 0.011 0.005
Si 12.235 12.278 8.301 -0.019 -0.009 0.003
Si 14.952 14.997 8.288 -0.016 -0.008 0
Si -0.012 16.357 9.671 0.004 0.006 -0.003
Si 2.713 2.757 9.68 0.006 0.001 0
Si -0.009 5.48 9.682 0.01 0.006 -0.005
Si 2.715 8.201 9.673 -0.001 -0.001 -0.002
Si 0 10.925 9.676 0.003 -0.015 -0.004
Si 2.714 13.636 9.683 -0.004 -0.007 0.001
Si 5.426 16.342 9.692 0.017 0.022 0.005
Si 8.153 2.753 9.683 -0.002 -0.001 0.002
Si 5.439 5.48 9.671 -0.008 -0.005 0
Si 8.157 8.2 9.673 -0.003 -0.003 0.004
Si 5.437 10.92 9.674 -0.005 0.001 -0.002
Si 8.153 13.636 9.679 -0.008 0.003 -0.005
Si 10.871 16.362 9.676 -0.005 -0.001 0.002
Si 13.589 2.761 9.678 -0.008 0.01 0.004
Si 10.877 5.482 9.682 0.004 -0.004 0.004
Si 13.599 8.21 9.692 -0.017 -0.01 0.014
Si 10.871 10.92 9.675 0.007 -0.002 -0.002
Si 13.592 13.642 9.671 0.015 0.003 0.003
Si 1.348 14.999 11.048 0.003 0.006 -0.007
Si 4.073 17.717 11.056 -0.013 -0.01 -0.002
Si 1.352 4.118 11.054 -0.001 -0.004 0.002
Si 4.079 6.842 11.047 -0.009 -0.004 -0.001
Si 1.354 9.559 11.05 0.018 -0.001 -0.005
Si 4.078 12.277 11.053 -0.004 0.006 -0.003
Si 6.797 14.991 11.062 -0.01 0 0.003
Si 9.516 17.718 11.059 0.002 0.004 0.001
Si 6.798 4.121 11.051 0.004 -0.004 -0.002
Si 9.516 6.842 11.051 -0.006 -0.006 -0.002
Si 6.798 9.559 11.049 0 -0.005 -0.001
Si 9.515 12.279 11.055 -0.004 -0.001 0.003
Si 12.231 14.999 11.049 0.001 0.008 0.001
Si 14.949 17.718 11.051 0.004 -0.001 -0.001
Si 12.233 4.12 11.057 0.014 -0.005 -0.001
Si 14.953 6.842 11.06 -0.004 0.011 0.005
Si 12.227 9.564 11.056 0.009 0.004 0.004
Si 14.949 12.281 11.045 -0.002 0.008 -0.002
Si 2.707 16.359 12.422 0.006 0.017 -0.009
Si 5.444 2.756 12.424 -0.002 0.009 -0.002
Si 2.715 5.484 12.421 0.014 -0.006 -0.011
Si 5.443 8.197 12.425 -0.01 0.015 0.001
Si 2.717 10.915 12.422 -0.026 -0.007 -0.012
Si 5.436 13.633 12.434 -0.001 -0.017 0.003
Si 8.163 16.352 12.433 -0.014 0.013 -0.002
Si 10.872 2.763 12.433 0.002 -0.005 0.002
Si 8.163 5.478 12.426 -0.006 0.014 0.003
Si 10.871 8.2 12.431 0.006 -0.001 0.002
Si 8.156 10.916 12.428 0.002 -0.001 -0.007
Si 10.876 13.637 12.431 -0.004 0.014 0
Si 13.583 16.363 12.427 0.007 -0.011 -0.004
Si -0.01 2.757 12.428 0.002 0.008 -0.001
Si 13.59 5.481 12.432 -0.014 -0.014 -0.002
Si -0.012 8.209 12.43 0.019 -0.021 0.001
Si 13.583 10.929 12.423 0.008 -0.008 -0.001
Si -0.018 13.643 12.42 0.01 0.002 0
Si 1.349 17.712 13.8 0.016 -0.022 -0.001
Si 4.082 4.123 13.788 -0.029 -0.004 -0.006
Si 1.352 6.846 13.795 -0.019 0.029 -0.004
Si 4.082 9.561 13.797 0.011 -0.018 -0.008
Si 1.344 12.276 13.78 0.051 -0.015 -0.014
Si 4.072 15.005 13.793 -0.026 0.024 -0.004
Si 6.812 17.722 13.803 0 -0.018 0.001
Si 9.521 4.127 13.813 -0.005 -0.024 0
Si 6.809 6.839 13.798 0.012 -0.041 -0.003
Si 9.515 9.561 13.808 -0.023 -0.004 0.005
Si 6.798 12.271 13.806 -0.017 0.028 0.001
Si 9.522 14.993 13.813 0.02 -0.017 -0.005
Si 12.226 17.722 13.809 -0.013 0.031 -0.008
Si 14.95 4.121 13.803 0.018 -0.003 -0.006
Si 12.224 6.836 13.807 0.025 0.004 0.002
Si 14.934 9.568 13.798 -0.028 0.038 0
Si 12.229 12.277 13.814 0.007 -0.008 0.006
Si 14.935 14.995 13.798 0.007 0.015 0.001
Si -0.026 16.353 15.166 0.016 0.019 -0.007
Si 2.723 19.079 15.153 0.026 0.025 0.004
Si -0.009 5.489 15.17 0.018 -0.042 0.007
Si 2.714 8.209 15.163 0.008 -0.022 0.003
Si -0.031 10.941 15.161 0.019 -0.026 -0.014
Si 2.703 13.636 15.144 -0.045 -0.022 -0.018
Si 5.445 16.36 15.164 -0.019 -0.002 0.003
Si 8.175 19.077 15.187 0.005 0.05 -0.014
Si 5.45 5.474 15.162 0.007 0.037 -0.014
Si 8.165 8.194 15.184 -0.001 0.035 -0.021
Si 5.441 10.911 15.183 -0.018 -0.004 0.018
Si 8.165 13.622 15.181 -0.018 -0.009 -0.002
Si 10.878 16.357 15.193 -0.017 -0.005 0.005
Si 13.582 19.091 15.178 0 -0.029 -0.003
Si 10.87 5.488 15.203 -0.005 -0.012 0.002
Si 13.574 8.206 15.173 0.006 -0.027 -0.032
Si 10.872 10.914 15.193 0.022 0.029 -0.014
Si 13.581 13.641 15.191 0.008 0.015 0
O 3.617 11.977 23.339 -0.088 -0.09 -0.107
O 3.475 12.242 33.583 -0.025 0.067 0.508
O -1.089 12.856 23.425 -0.096 0.06 -0.148
O 12.515 19.3 32.518 0.026 -0.151 0.637
O 5.273 8.185 22.648 -0.004 0.057 -0.503
O 11.082 8.623 28.969 0.122 0.22 0.11
O 12.708 15.276 23.26 -0.114 -0.187 -0.317
O 12.957 12.051 26.389 -0.201 -0.059 -0.035
O 9.758 6.832 23.557 0.254 -0.135 -0.444
O 8.899 6.892 33.622 -0.03 -0.064 0.573
O 8.049 13.412 32.795 0.168 -0.221 0.634
O 5.03 10.298 32.762 -0.187 0.26 0.123
O 9.306 17.593 23.413 -0.367 -0.114 -0.296
O 1.233 12.225 24.534 -0.089 0.033 0.161
O 11.915 9.065 23.498 -0.083 0.375 -0.408
O 11.017 15.878 32.949 0.069 0.197 0.401
O 8.971 17.525 33.534 -0.055 0.194 0.466
O 12.619 13.797 32.68 0.036 -0.087 0.265
O 0.236 10.797 32.812 0.031 0.144 0.324
O 8.683 16.171 25.448 -0.215 0.031 -0.082
O 11.692 9.586 33.786 -0.146 -0.052 0.367
O 6.144 15 33.607 0.093 -0.123 0.411
O 0.63 14.33 30.687 -0.255 0.176 0.336
O 7.544 19.556 32.624 0.089 -0.064 0.69
O 0.129 8.208 22.651 0.01 0.037 -0.362
O 1.397 18.379 27.33 0.113 -0.094 0.101
O 10.998 7.19 31.15 0.063 -0.033 0.597
O -0.885 22.068 32.695 0.253 0.003 0.511
O 13.607 10.929 22.717 -0.036 0.013 -0.47
O 13.394 8.763 30.359 0.05 -0.314 0.117
O 2.006 16.384 31.609 0.139 0.114 0.108
O 14.366 17.71 33.526 0.174 -0.316 0.279
O 11.061 19.233 22.573 -0.146 -0.079 -0.447
O 10.758 13.57 22.665 0.266 0.348 -0.509
O -0.323 15.786 32.724 -0.318 -0.091 0.208
O 14.614 17.859 23.432 0.175 -0.025 -0.437
O 7.994 5.345 22.563 -0.077 -0.044 -0.202
O 4.301 18.226 23.398 -0.179 0.14 -0.193
O 1.953 9.921 23.458 0.121 -0.178 -0.466
O 12.898 9.416 25.953 -0.253 -0.348 -0.253
O 4.642 7.928 31.537 0.026 0.484 0.071
O 5.095 19.414 25.735 -0.078 -0.481 -0.304
O 3.464 8.451 26.444 0.064 0.01 -0.34
O 3.257 6.745 33.702 0.135 0.194 0.196
O 8.5 20.863 25.93 -0.044 -0.053 -0.374
O 0.32 18.722 29.641 0.222 -0.173 0.315
O 0.838 20.355 33.567 -0.022 -0.097 0.425
O 7.008 8.535 32.743 0.129 -0.105 0.198
O 6.421 19.794 23.438 -0.192 -0.05 -0.392
O 0.629 10.684 28.658 0.098 0.214 -0.108
O 2.297 12.492 29.596 0.087 0.109 -0.104
O 10.002 20.083 28.046 0.016 0.055 0.026
O 0.935 14.586 23.34 0.216 -0.1 0.016
O 11.1 14.667 30.617 -0.146 -0.178 0.346
O 0.863 8.858 26.779 -0.02 0.14 -0.469
O 12.469 20.446 27.309 0.066 0.126 -0.217
O -1.227 6.624 30.216 0.059 -0.27 0.27
O 9.606 12.622 30.766 0.188 0.279 0.143
O 3.989 16.587 33.386 -0.152 -0.087 0.181
O 2.012 10.159 30.807 -0.041 -0.158 0.468
O 8.867 7.2 29.598 -0.104 0.16 -0.049
O 8.971 11.769 23.467 -0.11 0.077 -0.339
O 5.439 13.649 22.579 -0.169 0.128 -0.48
O 12.925 10.458 28.418 -0.144 0.199 0.033
O 9.834 10.99 32.759 0.125 0.065 0.529
O 4.091 21.235 27.57 0.253 -0.104 -0.114
O 12.957 7.52 33.059 0.323 -0.105 0.306
O 8.215 21.113 30.469 -0.037 -0.271 0.432
O -1.232 10.546 26.817 0.079 0.022 -0.036
O 7.727 18.931 27.552 -0.099 0.024 -0.122
O 0.35 19.157 22.502 -0.551 0.144 -0.231
O -1.89 12.181 33.568 -0.119 0.129 0.559
O 11.107 21.841 33.163 -0.173 -0.048 0.043
O -1.377 20.305 30.725 -0.032 0.1 0.48
O -0.14 16.03 27.492 0.043 -0.017 0.138
O 1.654 6.767 25.509 0.039 -0.262 -0.572
O 3.506 21.271 25 -0.157 -0.03 -0.553
O 10.007 19.629 31.725 0.033 0.201 0.093
O 8.164 7.153 25.783 0.145 0.332 -0.29
O 13.239 15.975 31.267 0.197 -0.122 0.513
O 2.46 15.018 28.914 -0.207 -0.037 0.135
O 11.311 16.737 24.989 0.121 0.222 -0.344
O 12.958 7.02 24.85 -0.074 -0.016 0.009
O 9.631 15.265 28.473 0.006 -0.162 -0.053
O 0.341 13.541 28.171 0.045 -0.046 0.05
O 2.726 16.332 22.609 -0.241 -0.088 -0.582
O 11.706 13.604 28.209 0.164 -0.227 0.004
O 7.039 12.195 30.634 -0.1 0.048 0.202
O 1.764 14.177 33.075 -0.056 0.137 -0.046
O -1.027 8.57 28.542 -0.304 -0.392 0.182
O 1.592 8.52 32.819 0.255 0.105 0.176
O 8.832 10.181 30.39 0.007 0.07 0.289
O 4.215 16.852 28.257 0.19 0.04 0.122
O -0.377 8.97 31.092 0.167 0.1 0.4
O 3.016 18.864 29.435 0.04 -0.138 0.199
O 12.778 4.707 23.483 -0.162 -0.094 -0.355
O 14.371 21.299 25.693 -0.043 0.394 -0.592
O 11.47 10.646 30.628 0.008 0.247 0.211
O 7.773 10.947 25.735 0.481 0.209 -0.468
O 14.138 18.729 25.956 0.083 -0.026 -0.16
O 5.858 12.489 26.614 0.057 0.054 -0.42
O 3.267 10.347 28.35 0.064 0.027 0.161
O 6.462 17.431 24.732 0.139 0.075 -0.143
O 2.675 18.724 32.641 -0.117 -0.046 0.179
O 7.337 10.93 28.323 0.084 0.002 0.049
O 14.199 14.157 27.518 0.07 -0.116 0.092
O 11.902 20.183 29.926 -0.047 0.035 0.348
O 7.465 5.722 28.005 0.153 -0.023 0.167
O 11.527 17.775 30.58 -0.405 0.326 0.412
O 5.448 9.975 26.793 -0.07 -0.006 -0.294
O 13.068 21.89 31.447 -0.087 -0.393 0.022
O 4.387 17.332 30.962 -0.115 0.026 0.371
O 6.27 6.484 30.174 -0.318 0.241 0.082
O 7.295 16.62 28.715 -0.245 0.038 0.019
O 8.89 9.185 24.171 0.225 0.127 -0.207
O 10.693 8.038 25.684 -0.075 0.104 -0.317
O 11.127 6.045 28.671 -0.032 -0.081 0.024
O 5.031 21.756 32.367 -0.097 -0.326 0.918
O 0.096 17.373 25.303 -0.214 -0.182 -0.248
O 7.352 15.415 23.212 -0.033 -0.244 -0.466
O 6.221 9.692 30.44 -0.048 -0.286 0.129
O 2.326 16.08 26.483 -0.176 -0.116 0.023
O 3.154 10.953 25.719 -0.405 0.393 -0.381
O -1.323 6.178 23.414 -0.042 0.091 -0.11
O 7.956 14.708 30.46 -0.099 -0.095 0.294
O 7.149 14.194 27.998 0.063 0.046 0.029
O 1.68 20.815 28.613 -0.137 -0.059 0.277
O 8.161 18.528 30.21 0.152 -0.007 0.38
O 12.159 14.397 25.743 -0.254 -0.059 -0.391
O 2.25 6.92 28.12 -0.179 0.167 0.122
O 3.097 6.759 23.194 0.031 0.05 -0.39
O 6.364 14.913 25.564 -0.099 0.408 -0.369
O 4.433 14.492 27.245 0.014 -0.011 0.051
O 6.722 10.298 23.335 0.026 0.179 -0.206
O 12.243 16.131 28.748 -0.069 0.138 -0.003
O 13.939 16.252 25.363 -0.028 -0.12 0.149
O 5.991 5.611 25.847 -0.104 0.13 -0.465
O 9.795 18.586 25.879 0.259 -0.293 -0.125
O 5.716 18.748 29.187 -0.057 0.036 0.091
O 14.069 17.975 29.605 -0.114 -0.131 0.112
O -1.378 20.025 28.078 0.159 0.108 -0.044
O -0.262 14.097 25.632 -0.134 -0.15 -0.392
O 3.686 22.131 30.046 0.214 -0.034 0.501
H 2.729 20.499 22.566 0.099 0.173 -0.13
O 1.098 5.01 23.783 -0.59 -0.069 -0.201
H 0.191 5.395 23.917 0.187 0.002 0.129

Results
total energy: -101688.531 eV
total energy less fixed offsets of H -15.91, O -438.35, Si -107.03 eV per atom: -3.511 eV
